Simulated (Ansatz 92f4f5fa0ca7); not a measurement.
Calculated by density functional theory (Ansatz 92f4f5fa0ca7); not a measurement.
Periodic cell of 181 atoms, Si99O82, from a study of silicon, its oxide and their interface. The atomic structure is a simulated model.

Settings: functional r2SCAN; potential files Ansatz norm-conserving; basis plane waves; wave-function cutoff 1300 eV; density cutoff ratio 4; exchange-correlation grid ratio 1; k mesh 2 x 2 x 1, shifted by 0.5 0.5 0.5 of a step; self-consistency stop 5e-08 eV per atom in the density residual; occupations Fermi-Dirac, 0.05 eV; spin none; net charge 0.

Cell vectors (angstrom)
a	11.5403	0	0
b	0	11.5403	0
c	-3.4071	2.4758	23.3203

Atoms and the computed forces on them: element, x, y, z (angstrom), force x, y, z (eV/angstrom)
Si	8.2373	2.4715	0.1572	0.3014	0.2899	-0.1012
Si	-2.7519	7.4026	0.0484	0.2214	-0.6014	-0.3287
Si	-1.849	9.7314	-0.3649	0.4217	0.1111	-0.0431
Si	1.7673	3.4228	-0.1859	-0.1797	-0.128	0.0504
Si	2.9675	6.2867	2.0317	-0.1455	-0.101	-0.063
Si	1.2201	9.115	-0.6735	0.0559	-0.3267	-0.0664
Si	4.7949	3.4016	-0.6387	-0.1447	0.061	-0.2333
Si	6.5296	7.5782	1.0035	-0.4041	0.2268	0.1053
Si	5.1075	9.4591	0.4656	0.7607	0.3393	-0.6171
Si	1.6662	2.6143	1.9865	0.0968	-0.0235	-0.0427
Si	1.0459	6.324	0.6793	0.2633	-0.0424	-1.0146
Si	3.0911	10.062	1.7224	-0.6423	-0.2684	-0.2758
Si	6.4884	2.5614	1.6883	-0.416	-0.3037	0.0859
Si	5.2052	5.7352	1.2765	0.2139	-0.1071	-0.5565
Si	7.1028	10.4844	2.1598	-0.578	0.0023	-0.2932
Si	10.7009	2.6402	2.1079	-0.2112	-0.1165	-0.553
Si	10.3773	6.568	1.6793	0.1486	-0.125	0.2458
Si	9.509	10.3275	1.9395	0.1324	-0.151	0.1621
Si	2.4426	4.4294	3.3377	0.3496	-0.1056	0.2257
Si	2.7934	8.2769	3.2285	-0.0951	0.1001	0.2479
Si	2.5979	12.1334	2.945	-0.1251	0.2966	0.0943
Si	6.2201	4.462	3.0624	-0.0634	0.1573	0.2061
Si	6.5465	8.3871	3.215	0.1883	0.1974	-0.2239
Si	6.4758	12.4071	3.2687	0.2239	-0.1513	0.1262
Si	10.1974	4.6604	3.1738	-0.1334	0.3292	0.2539
Si	10.269	8.37	3.1673	0.0613	0.1237	-0.0536
Si	10.2177	12.2098	3.2344	-0.0918	-0.1525	0.1325
Si	0.5407	4.5982	4.6225	0.0289	0.13	0.2685
Si	0.7378	8.3382	4.4092	0.0465	0.0558	0.1018
Si	0.6906	12.064	4.4133	0.1392	-0.0725	0.1093
Si	4.4624	4.3959	4.6608	-0.0831	-0.1275	-0.019
Si	4.6379	8.2673	4.6398	0.0091	0.1878	0.1392
Si	4.4499	12.3691	4.4578	-0.0745	0.0223	-0.1244
Si	8.2009	4.6735	4.5131	-0.0761	-0.2319	-0.0284
Si	8.408	8.2401	4.5932	-0.1379	0.1065	0.1064
Si	8.3496	12.3222	4.6836	-0.109	-0.013	0.0376
Si	0.6786	2.5068	5.7807	-0.169	0.0104	-0.0642
Si	0.7298	6.5313	5.9365	-0.2755	-0.2319	0.0439
Si	0.6135	10.195	5.7989	-0.0801	0.1099	-0.0766
Si	4.4833	2.579	6.1335	0.1325	0.0637	-0.0031
Si	4.5149	6.3193	6.1082	-0.1373	0.1119	-0.073
Si	4.5539	10.3984	5.6741	-0.1891	-0.1089	0.0064
Si	8.2864	2.7402	5.9739	0.0359	0.1804	-0.0865
Si	8.2741	6.476	6.1332	0.1148	-0.0719	0.0268
Si	8.2637	10.2169	5.8517	-0.0456	-0.1044	-0.1775
Si	2.4566	2.6282	7.3703	-0.0124	-0.0128	-0.2445
Si	2.5242	6.3445	7.4995	-0.0054	0.3255	-0.2859
Si	2.61	10.2566	6.9531	-0.0959	0.2248	-0.363
Si	6.4725	2.6364	7.5269	0.054	-0.3066	-0.1786
Si	6.3498	6.4103	7.6343	0.0191	0.6	0.4659
Si	6.3211	10.4038	7.1818	0.2115	0.0924	-0.2633
Si	10.3168	2.6365	7.164	0.121	0.0739	-0.1468
Si	10.3725	6.4845	7.3101	-0.0215	-0.0564	-0.1124
Si	10.1912	10.1986	7.1442	0.1927	-0.1873	-0.405
Si	5.1981	8.9867	8.6774	0.5452	-0.7309	0.1127
Si	2.8872	8.4978	8.445	-0.0276	-0.3222	-0.0235
Si	2.4761	0.538	8.3937	0.2253	-0.2697	0.413
Si	6.7289	4.5046	8.9276	-0.4015	-0.0371	0.4368
Si	9.5084	7.3895	11.2906	-0.2597	-0.0573	0.036
Si	7.0089	0.5984	8.6706	0.2941	-0.0067	0.5278
Si	10.8031	4.5022	8.5183	-0.0756	0.021	0.0046
Si	10.5812	8.4273	8.653	-0.6942	-0.224	0.531
Si	10.1437	0.6219	8.3329	-0.8588	-0.0477	0.5224
Si	2.4896	3.3746	11.817	-0.0889	-0.1457	0.2346
Si	1.0077	9.2802	9.6512	0.1211	0.202	0.9235
Si	1.7039	4.4164	8.8071	0.169	-0.2463	0.7903
Si	5.1902	4.6347	11.7834	-0.0897	0.2462	0.5281
Si	3.5438	6.8575	12.7942	0.1764	0.045	0.1934
Si	4.9004	-0.7076	10.0977	0.1104	0.5263	0.6306
Si	9.7047	4.6058	14.4889	-0.0749	0.0106	-0.0179
Si	12.3589	7.8989	12.3197	0.1329	0.1133	0.1024
Si	12.0573	0.0425	9.5564	0.1431	0.1361	0.1448
Si	9.8769	0.2998	13.4427	-0.007	-0.0655	-0.0941
Si	6.5433	4.9856	14.6555	0.1076	0.1147	0.142
Si	2.479	4.6447	14.5112	-0.0039	0.0524	0.1541
Si	12.0811	1.1562	11.581	-0.0522	-0.0918	0.3772
Si	8.0519	9.3337	13.1913	0.0316	0.1072	0.0614
Si	7.6222	4.7973	18.392	0.2574	-0.0314	-0.247
Si	4.862	3.3184	19.0079	0.0668	0.1301	-0.139
Si	8.8557	4.6167	9.8871	0.5044	0.0687	0.7638
Si	4.9165	9.7462	12.9407	0.0462	-0.1455	0.1627
Si	10.2412	-0.7258	16.2674	-0.0284	0.0362	-0.0399
Si	2.7697	10.1161	17.3129	0.2616	-0.2703	-0.3107
Si	0.7821	8.7178	15.4174	0.033	-0.0875	0.1027
Si	5.398	7.2398	21.5278	0.0781	-0.0799	-0.1393
Si	5.0228	-0.155	15.5814	0.0291	-0.0172	-0.1623
Si	6.215	7.0341	16.7969	0.0228	-0.0479	-0.111
Si	11.6233	5.9328	16.0224	-0.0076	-0.0011	0.1459
Si	2.4348	5.1422	19.7455	-0.2294	0.0328	-0.3122
Si	0.2477	0.5901	20.9589	0.0954	0.2336	-0.1832
Si	0.6943	2.6907	18.9724	-0.111	0.1498	-0.158
Si	4.6499	2.8961	15.975	-0.0098	0.0112	-0.1465
Si	5.6295	2.6321	21.7169	-0.0717	0.2097	-0.3124
Si	7.5522	9.7374	16.1604	0.0572	-0.1151	-0.0386
Si	9.7063	2.8704	12.0504	-0.0388	-0.0624	0.2501
Si	3.8199	7.4908	18.723	-0.1973	-0.1117	-0.4244
Si	7.6839	5.0621	21.2445	0.289	0.0122	-0.1512
Si	10.1361	3.8224	17.1481	-0.0249	-0.0733	0.0361
Si	1.111	-0.0169	18.2109	-0.0823	0.2081	-0.0477
O	9.7802	2.5652	0.7053	0.158	0.0586	0.0719
O	3.2029	3.3574	-0.9164	0.2302	0.0529	0.1671
O	1.856	9.897	0.601	0.0843	0.0353	0.0067
O	5.1856	2.4235	0.6136	0.2678	0.211	0.09
O	-0.2938	9.6163	-0.9306	0.0057	-0.1243	0.2288
O	6.2877	10.6232	0.661	0.1535	-0.5724	0.6001
O	5.8781	4.3799	10.3644	0.4755	0.0452	-0.6462
O	4.1005	3.4461	12.0138	0.0043	0.1577	-0.0954
O	3.7575	0.2478	9.4207	-0.0688	0.0825	-0.0858
O	6.1802	7.6206	8.8386	-0.4269	-0.2499	-0.6991
O	8.9067	5.9625	10.8369	-0.0286	-0.1516	-0.2505
O	11.0939	2.4482	11.326	0.0112	-0.2055	0.0711
O	9.5594	8.3856	10.0014	0.4662	-0.0564	-0.3611
O	6.2716	0.2214	10.1119	-0.3493	-0.0225	-0.4863
O	10.9788	7.1484	11.9419	0.1147	0.1258	-0.1013
O	8.6143	0.5562	9.0752	0.3428	0.1539	-0.5201
O	4.0755	10.9554	16.8208	-0.1457	-0.1091	-0.0049
O	8.0314	1.0707	-0.6745	0.1055	0.1675	-0.0626
O	8.8567	10.2973	16.9646	0.0341	0.0188	-0.2475
O	2.1086	9.3846	-1.9966	0.0025	0.0353	0.2194
O	5.0178	2.2301	20.2277	0.0919	0.3511	0.0909
O	0.7598	2.4855	-1.0247	-0.1449	0.2748	0.0028
O	10.8605	2.7715	18.1154	0.2136	0.1267	0.0348
O	1.1452	4.9339	-0.2073	-0.11	-0.0053	0.3008
O	-0.2851	-0.098	17.3502	0.1378	-0.0485	0.0442
O	4.6302	9.4164	-1.0994	-0.1566	0.094	0.298
O	5.2098	4.917	-0.1926	-0.161	-0.1692	0.5053
O	2.0678	5.4268	21.2871	0.0674	0.0471	0.176
O	6.5662	-0.5504	15.8865	-0.0857	-0.1376	0.0255
O	1.3603	4.1507	19.0507	0.1958	-0.1163	0.1921
O	10.8679	5.2836	17.3106	-0.0425	-0.2022	-0.2945
O	1.821	4.1046	13.1223	0.217	0.0227	-0.1564
O	10.5405	5.9738	14.7977	0.0807	-0.3043	0.116
O	4.9569	1.4372	15.3666	-0.0524	-0.0438	0.1419
O	8.1447	4.8912	14.7024	0.0199	-0.0462	-0.0519
O	5.9099	3.8745	15.6639	-0.1443	0.0321	-0.1161
O	6.522	9.6216	12.7634	-0.0344	-0.0202	0.0986
O	4.1888	8.3031	13.1251	-0.0317	-0.0053	-0.1245
O	6.1374	4.7029	13.1108	-0.1563	-0.022	-0.1388
O	7.9696	3.796	-0.7828	0.0093	-0.1504	-0.0294
O	4.3973	-1.0627	11.6022	-0.0657	0.0992	-0.1894
O	8.0943	9.0719	14.7837	-0.0879	0.1997	-0.0491
O	10.0344	4.1313	12.9989	-0.0988	-0.1285	-0.0051
O	2.1286	4.1159	10.4081	-0.2208	0.0611	-0.6424
O	8.5329	8.0132	12.414	0.1763	-0.0501	-0.194
O	10.2086	3.457	15.5537	-0.072	0.3854	0.0853
O	4.4765	6.096	11.7149	0.0004	-0.1927	0.0409
O	9.8885	0.317	15.064	0.0052	-0.232	0.0157
O	1.0077	9.1547	11.3179	-0.1521	-0.2791	-0.2641
O	0.3764	2.1495	20.4716	0.0868	-0.4329	-0.1325
O	4.7468	6.9452	17.4898	0.0185	0.1096	0.2249
O	0.9257	8.3749	13.8557	-0.0658	-0.1007	-0.1184
O	11.4144	0.3248	12.8532	-0.0849	0.3188	-0.2524
O	-0.5621	9.576	15.5518	0.0847	0.0967	0.0699
O	0.6009	7.41	16.3566	0.0041	0.0574	-0.2829
O	6.271	4.0108	18.6978	-0.1514	-0.0051	0.1231
O	8.6681	3.3284	10.9135	0.0908	0.2866	-0.2885
O	4.364	2.7445	17.5748	0.084	0.0788	0.1219
O	3.3961	5.9621	14.1649	-0.1389	-0.0333	-0.3268
O	3.8892	4.4561	19.6155	-0.0367	-0.0805	0.0346
O	6.135	6.464	15.2601	0.0601	-0.1942	0.1104
O	0.7332	-0.4032	19.7589	-0.1035	0.3719	0.0673
O	2.0886	6.9286	12.0881	-0.0079	0.0494	0.0153
O	6.7231	8.5708	16.9111	-0.0362	0.0605	-0.1224
O	9.1076	1.6376	12.9203	0.3591	0.0768	-0.1474
O	9.0619	-0.9763	12.8459	-0.0207	-0.0244	0.2244
O	1.6145	1.5628	18.219	-0.3586	-0.2899	0.21
O	4.5379	-0.8987	14.2268	0.1615	-0.0145	0.0922
O	4.6736	7.4622	20.0947	0.0774	-0.0999	0.1843
O	7.3136	6.164	17.5977	-0.1584	-0.118	0.1119
O	2.112	9.4629	15.9542	-0.0673	0.1215	0.2821
O	1.3397	5.0144	15.5856	-0.0333	0.1092	-0.1496
O	6.8108	6.4434	21.3399	-0.166	-0.0407	0.0457
O	6.8717	3.6695	21.4366	-0.2548	-0.1645	0.0312
O	2.0116	1.8122	11.8853	-0.1976	0.188	-0.1702
O	3.2761	8.9761	18.3677	-0.0429	0.1313	-0.1616
O	3.3542	3.4914	15.2183	0.1407	0.0861	-0.0011
O	1.2233	7.5047	-0.4496	-0.2042	0.3138	0.3173
O	-2.6218	6.2619	-1.167	-0.0713	0.2332	0.1941
O	8.5716	3.8462	17.5097	0.065	0.2112	0.131
O	8.3873	5.1086	19.7789	-0.4282	-0.0672	0.1177
O	2.5065	6.5339	18.9008	0.3884	-0.1077	0.2446

Results
free energy: -49708.502 eV
free energy less fixed offsets of O -463.61, Si -117.95 eV per atom: -15.432 eV
pressure: -1.53 GPa
stress xx, yy, zz, yz, xz, xy (GPa, positive in tension): 1.91, 1.08, 1.59, 0.02, -0.16, -0.15
